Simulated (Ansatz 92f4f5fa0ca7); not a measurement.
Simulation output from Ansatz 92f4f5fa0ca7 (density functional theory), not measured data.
Periodic cell of 140 atoms, Si84O56, from a study of silicon, its oxide and their interface. The atomic structure is a simulated model.

Settings: functional r2SCAN; potential files Ansatz norm-conserving; basis plane waves; wave-function cutoff 1300 eV; density cutoff ratio 4; exchange-correlation grid ratio 1; k mesh 2 x 2 x 1, shifted by 0.5 0.5 0.5 of a step; self-consistency stop 5e-08 eV per atom in the density residual; occupations Fermi-Dirac, 0.05 eV; spin none; net charge 0.

Cell vectors (angstrom)
a, 10.88, 0, 0
b, 0, 10.88, 0
c, 0, 0, 20.7144

Atoms: element, x, y, z (angstrom)
Si, -0.9504, 1.7906, -1.5805
Si, 0.6066, -0.798, 0.1011
Si, 0.2535, 8.3279, -3.3821
Si, 2.6603, 6.3138, 0.6664
Si, 1.9615, 2.8609, -0.7534
Si, 7.2233, 1.9922, 1.928
Si, 5.5074, 3.143, 0.4317
Si, 7.1787, 8.3174, 0.1056
Si, 2.0653, 2.5802, 1.5324
Si, 0.3123, 6.1708, -1.0491
Si, 0.7617, 10.3591, -2.2854
Si, 6.5364, 6.8311, -1.542
Si, 3.9986, 3.5959, 2.2463
Si, 8.696, 4.4186, -1.3178
Si, 4.8249, 5.5097, 0.5223
Si, 9.3336, 10.611, 0.5568
Si, 0.1672, 3.2574, 3.0573
Si, 3.2595, -0.4915, 3.143
Si, 0.3559, 8.0586, 3.3116
Si, 2.9364, 5.2533, 3.2223
Si, 5.7341, 2.7073, 3.513
Si, 8.4751, 0.2328, 2.6595
Si, 5.0455, 8.8851, 2.3017
Si, 9.0222, 4.9045, 3.2182
Si, 1.6505, 4.1144, 4.7374
Si, 4.2093, 1.1818, 4.5662
Si, 1.5138, 9.6122, 4.6323
Si, 4.1503, 7.1386, 3.7305
Si, 7.1944, 4.1001, 4.7044
Si, 9.6132, 1.5974, 4.1456
Si, 6.9926, 9.4216, 3.8501
Si, 9.9687, 6.6309, 4.4738
Si, 0.0889, 0.4194, 5.7002
Si, 2.9343, 2.5456, 6.0279
Si, 0.2785, 5.4254, 6.1913
Si, 3.0312, 8.0825, 5.846
Si, 5.8134, -0.2783, 5.5277
Si, 8.3985, 2.5669, 6.2194
Si, 5.5161, 5.7544, 4.9962
Si, 8.3077, 8.1022, 5.3729
Si, 0.9562, 1.8696, 7.2905
Si, 4.3299, 4.4069, 6.7162
Si, 2.0615, 6.483, 7.4026
Si, 5.0076, 8.8845, 6.91
Si, 7.3555, 0.5726, 6.9186
Si, 10.2187, 3.6612, 7.4278
Si, 6.6085, 7.1787, 6.5819
Si, 9.1539, 10.095, 6.4537
Si, 1.5574, 0.6228, 9.1311
Si, 3.4974, -2.4996, 11.0703
Si, -0.4159, 4.348, 13.7564
Si, 4.9851, 3.7058, 11.4857
Si, 5.6999, 5.6579, 10.3815
Si, 13.0978, -0.713, 13.6615
Si, 9.442, 7.9125, 10.4303
Si, 9.5265, 4.3154, 9.6767
Si, 6.0279, 4.7269, 8.2174
Si, 6.4671, -0.4292, 15.2504
Si, 4.1727, 9.9813, 8.8439
Si, 8.0353, 6.0104, 10.758
Si, 7.5211, 0.5174, 10.0545
Si, 11.5482, 4.7637, 10.7203
Si, 9.4725, 10.15, 9.5385
Si, 12.1594, 6.7474, 9.566
Si, 4.7473, 1.7916, 16.4986
Si, 7.5816, 13.7467, 10.0212
Si, 6.2421, 10.3279, 12.0342
Si, 3.6215, 3.7438, 14.3885
Si, -1.8149, 8.7649, 15.2926
Si, -10.7018, -2.4629, 13.0142
Si, 13.1474, 7.9841, 16.0318
Si, 8.2194, 6.3449, 13.3034
Si, 16.6061, 7.1878, 12.0683
Si, 12.521, 6.1731, 14.6799
Si, 3.7949, 10.5028, 11.9015
Si, 1.1352, 2.007, 13.6154
Si, 3.9159, 2.0043, 18.8419
Si, 2.3234, 13.0737, 10.7022
Si, 12.9476, 0.2834, 22.0989
Si, 0.9044, 8.0004, 21.8202
Si, 3.1239, 0.0426, 17.6911
Si, 6.7156, 5.9837, 22.5933
Si, 7.9495, 4.031, 21.6582
Si, 4.8997, 8.5748, 17.1069
O, -10.4073, 2.5075, -1.2657
O, 5.685, -1.9714, 0.7115
O, 8.8724, 2.9898, -2.0839
O, -2.627, -1.3523, -0.1346
O, 1.9142, 5.7821, -0.7724
O, 1.8794, 5.334, 1.8365
O, -0.53, -1.7546, -6.3378
O, -5.4232, 9.3196, -4.9139
O, 5.0277, 2.0421, -0.652
O, 7.9699, -0.9451, -5.1777
O, 10.4277, 11.5254, -2.6627
O, 3.6975, -3.3946, -3.9599
O, 7.7681, 5.6884, -1.7333
O, 5.2405, 6.0766, -0.9912
O, 6.3975, -0.154, -7.0517
O, 13.3824, -0.7092, 8.6463
O, -1.3072, -2.4681, 16.716
O, 9.3796, 9.5597, 7.9469
O, 3.3237, 5.4384, 7.6289
O, 4.4406, 8.6102, 9.7503
O, 13.405, -1.7796, 14.8266
O, 3.4766, 0.7098, 16.2038
O, 8.9356, 4.9242, 13.7769
O, 1.1483, 7.1573, 13.4193
O, 2.1119, 7.6668, 10.6923
O, 8.4907, 7.3889, 14.6419
O, 12.0239, -1.1912, 12.5481
O, 6.4087, 19.521, 11.7341
O, -4.0426, 11.2032, 8.5345
O, 11.3366, 5.0973, 14.9602
O, 12.6741, 3.7431, 10.2219
O, 13.1539, 13.8031, 14.446
O, -0.1904, -3.3317, 9.416
O, 6.1005, 0.8668, 16.1771
O, 4.2039, 7.6053, 12.3342
O, 3.0517, 5.2955, 14.4923
O, 4.6813, 3.7258, 13.1237
O, 6.9993, 3.3307, 8.5313
O, 11.1171, 4.8187, 12.3283
O, 3.8664, 13.6096, 10.8964
O, 6.5618, 6.4405, 13.2375
O, -0.8897, -3.0494, 12.0003
O, 1.4107, 2.0733, 12.0321
O, 11.0523, -0.1395, 9.8799
O, -11.1533, 2.6887, 13.8828
O, 4.2114, 9.7272, 17.9498
O, 1.3549, 0.5769, 14.2425
O, 9.084, 1.0812, 20.332
O, 21.0603, -5.903, 19.45
O, 7.5942, 7.3485, 22.0641
O, 0.2269, 6.9975, 18.2599
O, 4.6055, 3.1731, 15.6138
O, 10.6535, 7.0118, 21.0216
O, 7.063, 6.043, 7.7527
O, 6.0711, -3.1362, 17.8769
O, 6.4671, 3.0616, 11.2409

Results
free energy: -35848.787 eV
free energy less fixed offsets of O -463.61, Si -117.95 eV per atom: 21.173 eV
pressure: -1.64 GPa
stress xx, yy, zz, yz, xz, xy (GPa, positive in tension): 2.37, 1.05, 1.49, -0.14, -1.89, -0.3

Forces (eV/angstrom), in the order of the atoms: element, x, y, z
Si, -0.8011, -0.1116, -1.2432
Si, 0.8066, -0.6972, -0.3838
Si, -0.4057, 0.6486, 0.3988
Si, -1.9661, -0.4956, 0.1195
Si, 0.4667, -0.1992, 0.2344
Si, -0.8498, 1.1541, -1.0165
Si, 0.9954, 0.0453, 0.7391
Si, -0.8613, 0.9149, 0.955
Si, -1.2565, -0.4675, 0.4145
Si, 0.4432, 1.6141, 0.5947
Si, -0.5937, 0.3185, -0.5466
Si, 1.1403, 0.4884, -1.0709
Si, 1.4903, -1.0941, -0.1274
Si, -0.8316, -0.0342, 1.375
Si, 0.7959, -0.2645, -0.5675
Si, -1.3155, -0.3418, -0.6399
Si, -0.5802, 0.1602, 0.4145
Si, 0.2549, 0.0665, -0.0771
Si, 0.5536, 1.1164, 0.2364
Si, -1.5598, 1.3277, -0.6827
Si, -0.3082, -0.3382, 0.4806
Si, -0.3927, -1.3083, 0.6034
Si, 1.3889, 0.5616, 0.545
Si, -0.3198, -0.8593, -0.5465
Si, -0.6002, -0.3925, 0.4028
Si, 0.7295, -0.3687, -0.0534
Si, 0.6196, -0.4434, 0.2067
Si, -0.4088, 0.0061, 0.3616
Si, 0.4347, 0.0977, -0.0994
Si, 1.0305, 0.6705, 0.831
Si, -0.192, 0.6189, -0.9768
Si, -0.719, -0.2199, 0.631
Si, 0.3945, -0.9094, -1.2964
Si, -0.2065, 0.6887, -0.0577
Si, 0.5472, -0.0589, -0.4323
Si, -0.2823, 0.5099, -0.5987
Si, -0.8706, -0.1308, -0.5826
Si, 0.0807, 0.6417, -1.1885
Si, 0.5534, -0.2444, 1.0045
Si, 0.8238, 0.7332, -0.8498
Si, 0.4423, 0.3956, -0.4775
Si, -1.06, 0.9558, -0.1659
Si, 0.2347, -0.1318, -0.9787
Si, -0.2736, 0.5376, -0.4423
Si, -0.1391, 0.733, 1.2115
Si, -0.8401, -0.0761, 0.1573
Si, -0.3842, -1.0967, 0.5493
Si, -0.1121, -0.8097, -0.7264
Si, -1.4207, -2.5701, 0.8719
Si, -0.5515, 1.3732, 0.8318
Si, 0.0734, 0.3868, -0.0196
Si, 0.6988, 0.5557, 1.7671
Si, -0.2497, -0.4156, -0.2151
Si, 0.3849, 1.8879, -0.1391
Si, -0.3029, 0.5454, -0.8816
Si, -0.8992, -0.4513, 0.5627
Si, 2.3978, 0.5207, 0.8907
Si, 0.3873, -0.0614, 0.4125
Si, -0.8366, -0.4692, 0.4689
Si, 1.3846, -0.1284, -0.3008
Si, 0.7211, 0.2052, -0.1452
Si, -1.2991, 0.0592, 0.1457
Si, 1.6444, -1.0681, 0.0566
Si, -1.2058, 1.4249, 1.62
Si, -0.1805, 0.4092, -0.2915
Si, 0.6624, -0.353, 0.729
Si, -1.8096, -1.1825, 0.0977
Si, 1.6053, 1.5623, -0.0476
Si, -1.2117, -0.1583, -2.005
Si, 1.6333, 0.9898, 1.7562
Si, -0.5257, -1.6312, -0.9399
Si, -0.3999, -0.2579, 0.4281
Si, 0.427, 0.7609, -0.3014
Si, 1.5223, 0.4141, -0.2284
Si, 0.5781, 0.3942, -0.4132
Si, 2.3722, 0.763, 0.7862
Si, -0.0521, -0.6706, -0.859
Si, 0.3685, 1.792, 0.0147
Si, 0.5237, 1.5484, -0.1137
Si, -0.1753, -0.6078, -0.5124
Si, -0.6899, 0.6049, 0.9892
Si, 1.165, -0.3561, 0.504
Si, -0.19, 0.1921, 1.0437
Si, 0.2944, -2.0184, -0.5828
O, 0.1657, 0.0606, 0.3635
O, -0.4187, -0.0579, 0.926
O, 0.5011, -0.6525, -0.2184
O, -0.1926, -0.4751, 0.4304
O, -1.2383, -0.0533, -0.1173
O, 0.9284, 1.2452, 0.2503
O, 0.2641, -0.4442, -1.4021
O, 0.1939, -0.7559, -0.7161
O, -0.5703, -0.2784, -0.9002
O, 0.4203, -0.102, -0.3849
O, 0.2677, -0.0745, 0.5934
O, -0.277, 1.6245, -0.3062
O, -1.0913, 0.3954, -1.0037
O, -0.5576, -0.0496, -0.2314
O, 0.3265, -0.176, -0.9708
O, 0.0399, 1.5483, 0.2826
O, 2.6885, -0.6499, 2.7013
O, 0.5642, 0.2411, 3.1414
O, 0.1815, -0.7454, -0.5121
O, -0.1272, -0.6582, -0.5538
O, 0.1523, 0.1196, 0.8866
O, 0.1853, 0.4892, 0.6008
O, 0.1615, -0.1303, 0.3608
O, -0.4185, -0.1797, 0.2817
O, 0.0038, -0.5705, -0.8634
O, -0.4283, -0.9641, -2.1207
O, -1.5967, -2.5147, -0.2701
O, 1.2872, 1.522, 0.7318
O, -0.0283, -0.1415, -1.0178
O, -1.0441, -0.5927, -0.8281
O, 0.422, -1.4433, -0.1701
O, -1.1937, -1.4638, -1.4467
O, 0.9991, -0.9131, 0.0476
O, -0.5293, 1.2674, -0.2994
O, -0.9024, -0.8913, 0.4186
O, -0.1312, -0.007, -0.1518
O, -0.7578, -0.1009, -0.4597
O, -1.5781, 1.4557, -0.0442
O, 0.7123, -0.4737, -0.1875
O, -0.2868, -1.1964, -0.5263
O, -0.4504, -0.0433, 0.8698
O, -0.1119, 0.5704, -0.0159
O, 0.1899, -0.5677, 0.4571
O, -0.15, 0.7912, -1.4306
O, -1.3641, 1.9579, 0.3122
O, -0.762, 0.6576, 1.314
O, 0.2046, -1.0287, 0.4592
O, 0.7538, 0.4338, -0.0339
O, 1.0146, -0.2484, 0.0912
O, -0.006, -1.0825, 0.3013
O, 0.3307, -0.0932, 0.844
O, -0.5717, -0.5244, -0.1727
O, 1.0948, -0.4374, -1.2893
O, -0.9516, -0.6187, -0.5558
O, 0.1035, -0.3226, 0.0324
O, 0.6324, -0.557, -0.1129
